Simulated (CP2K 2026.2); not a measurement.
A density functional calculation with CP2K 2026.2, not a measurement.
Periodic cell of 506 atoms, Si360O146, from a study of silicon, its oxide and their interface. The atomic structure is a simulated model.
Doubt: the forces sum to 2.17 eV/angstrom along one axis rather than to zero, so they err by at least 0.0043 eV/angstrom per atom on average; the grid cutoff is modest.

Settings: functional PBE; method Gaussian and plane waves; basis set DZVP-MOLOPT-SR-GTH; pseudopotentials GTH-PBE; grid cutoff 300 Ry, relative cutoff 40 Ry; k points Gamma only; occupations fixed; spin none; net charge 0.

Cell vectors (angstrom)
a	16.32	0	0
b	0	16.32	0
c	-5.6894	-2.8661	33.9397

Atoms and the computed forces on them: element, x, y, z (angstrom), force x, y, z (eV/angstrom)
Si	-0.65	-1.721	1.525	0.036	-0.035	-0.04
Si	1.678	1.156	1.259	0.044	-0.042	0.06
Si	-1.379	3.886	1.085	0.049	0.038	0.001
Si	0.98	7.004	1.246	0.167	-0.142	0.728
Si	-1.448	9.073	0.914	-0.454	-0.266	0.351
Si	1.033	-3.521	1.453	0.063	0.098	-0.035
Si	4.535	-1.731	1.438	0.004	-0.005	0.015
Si	6.431	1.886	1.786	-0.132	-0.229	0.497
Si	4.74	3.576	1.666	-0.211	-0.069	0.522
Si	6.763	6.773	1.464	-0.03	-0.011	0.027
Si	4	9.624	1.346	0.272	-0.384	0.276
Si	-10.032	-3.649	1.532	-0.275	0.244	0.445
Si	-6.712	-1.568	1.626	-0.169	0.13	0.705
Si	-4.054	1.234	1.536	-0.345	0.399	0.206
Si	-6.854	3.976	1.493	-0.001	-0.029	-0.006
Si	-4.269	6.634	1.067	0.02	0.014	-0.032
Si	-7.039	-6.885	1.209	0.002	0.061	-0.079
Si	-4.681	-3.967	1.15	-0.2	-0.445	0.42
Si	0.269	0.007	2.789	-0.002	-0.002	-0.014
Si	2.813	2.662	2.646	0.036	0.039	-0.011
Si	-0.111	5.346	2.515	0.045	0.003	-0.004
Si	2.617	8.164	2.576	-0.05	-0.009	0.023
Si	-0.004	-5.191	2.731	0.425	0.163	0.421
Si	2.799	-2.645	2.766	-0.01	-0.028	-0.04
Si	5.487	-0.038	2.776	0.026	0.042	0.004
Si	-8.153	2.78	3.004	0.021	-0.021	0.012
Si	5.472	5.437	2.856	-0.049	-0.018	0.034
Si	-8.207	8.141	2.77	-0.015	-0.001	0.008
Si	5.31	-5.386	2.799	0.027	0.031	-0.009
Si	-8.302	-2.728	2.859	-0.02	0.01	0
Si	-5.486	-0.006	2.866	-0.032	-0.01	0.009
Si	-2.67	2.703	2.709	-0.003	-0.008	-0.03
Si	-5.463	5.403	2.697	0.007	0.001	0.046
Si	-2.888	8.022	2.432	0	-0.017	0.005
Si	-5.631	-5.54	2.575	-0.044	0.04	-0.029
Si	-2.449	-2.64	2.743	0.194	0.402	0.428
Si	-1.271	1.338	4.027	-0.023	-0.046	0.023
Si	1.356	4.065	3.913	-0.031	0.014	-0.032
Si	-1.461	6.749	3.894	0.026	0.02	-0.02
Si	1.31	9.564	3.972	-0.026	0.003	-0.028
Si	-1.346	-4.045	4.234	-0.02	0.017	-0.043
Si	1.519	-1.314	4.219	-0.016	-0.022	0.035
Si	4.086	1.323	4.13	0.072	0.038	-0.074
Si	6.85	4.193	4.295	-0.034	-0.02	0.009
Si	3.986	6.826	4.018	0.017	0.033	-0.008
Si	6.749	-6.776	4.075	0.023	0.017	0.026
Si	3.984	-4.085	4.191	-0.009	0.03	0.021
Si	-9.514	-1.306	4.236	0.009	0.018	-0.02
Si	-6.797	1.354	4.236	0.017	-0.018	0.009
Si	-4.057	4.077	4.055	-0.005	0	-0.01
Si	-6.777	6.808	4.083	-0.021	-0.008	0.001
Si	-4.11	-6.823	3.879	0.018	0.033	-0.025
Si	-6.885	-4.169	4.065	0.028	-0.024	-0.009
Si	-4.005	-1.381	4.06	-0.018	-0.093	-0.007
Si	-2.657	-0.004	5.416	-0.021	0.022	0.006
Si	0.048	2.73	5.38	0.001	0.012	-0.013
Si	-2.716	5.446	5.402	-0.007	0.012	0.004
Si	-0.076	8.147	5.276	0	-0.002	0.009
Si	-2.774	-5.491	5.377	-0.048	-0.042	-0.009
Si	0.069	-2.683	5.509	0.034	0.055	-0.018
Si	2.792	0.036	5.594	0.019	0.005	0.017
Si	5.446	2.722	5.473	-0.003	0.01	0.09
Si	2.655	5.434	5.357	0.02	-0.021	0.024
Si	5.374	-8.148	5.404	-0.022	-0.019	-0.016
Si	2.637	-5.474	5.477	-0.027	-0.025	-0.024
Si	5.4	-2.71	5.506	0.026	0.014	-0.04
Si	-8.139	-0.001	5.583	-0.011	0.031	0.014
Si	-5.389	2.739	5.478	0.005	0.007	0
Si	-8.093	5.531	5.565	0.018	0.014	0.01
Si	-5.409	8.19	5.383	0.023	0	0.003
Si	-8.208	-5.468	5.479	0.011	0.001	0.001
Si	-5.427	-2.781	5.363	-0.005	0.035	0.006
Si	-1.334	-1.34	6.825	0	-0.006	-0.023
Si	1.357	1.404	6.832	-0.005	0.025	-0.018
Si	-1.336	4.082	6.751	0.013	-0.009	-0.013
Si	1.295	6.811	6.705	-0.003	0.005	-0.008
Si	-1.393	9.48	6.725	0.024	-0.007	0.004
Si	1.348	-4.095	6.86	0.018	0.02	-0.002
Si	4.107	-1.363	6.913	0.023	0.003	0
Si	6.799	1.381	6.87	-0.032	0.002	-0.006
Si	4.035	4.101	6.768	0.016	-0.019	-0.031
Si	6.767	6.864	6.817	0.002	0.007	-0.007
Si	4.044	-6.809	6.807	0.009	0.003	0
Si	6.781	12.238	6.833	-0.01	0.004	0
Si	-6.743	-1.416	6.812	0.008	-0.025	-0.012
Si	-4.023	1.354	6.797	0.006	-0.011	0
Si	-6.75	4.098	6.847	-0.005	-0.015	0.009
Si	-4.071	6.812	6.762	-0.006	0.013	0.004
Si	-6.798	-6.814	6.785	0	-0.007	0.009
Si	-4.104	-4.123	6.765	-0.021	0.007	0.004
Si	0.002	0.03	8.184	0.013	-0.014	0
Si	2.71	2.761	8.179	0.014	-0.017	0.01
Si	-0.007	5.452	8.131	0.002	0	-0.004
Si	2.674	-8.186	8.125	-0.004	0	-0.004
Si	-0.047	-5.476	8.136	-0.01	0.007	-0.013
Si	2.72	-2.738	8.211	-0.019	0.017	0.007
Si	5.466	0.008	8.233	-0.006	0.006	0.017
Si	8.182	2.741	8.185	-0.008	0.009	0.003
Si	5.412	5.456	8.134	0.011	-0.012	-0.005
Si	8.149	8.188	8.174	0.004	-0.003	-0.002
Si	5.416	10.871	8.177	-0.009	0.014	-0.006
Si	8.176	-2.738	8.18	-0.003	0.027	-0.004
Si	-5.399	-0.015	8.152	0	0.001	-0.003
Si	-2.683	2.729	8.151	0.006	0.003	-0.005
Si	-5.402	5.466	8.174	-0.008	0.005	0.002
Si	-2.719	8.15	8.138	-0.004	-0.003	0.008
Si	-5.457	-5.448	8.156	0.005	-0.004	0.007
Si	-2.729	-2.737	8.121	0.01	-0.007	-0.014
Si	-1.338	1.344	14.946	-0.009	-0.003	-0.009
Si	1.387	4.065	14.942	0.001	0.007	-0.015
Si	-1.382	6.845	14.938	0.002	-0.009	-0.012
Si	1.336	-6.764	14.951	0.019	-0.013	-0.011
Si	-1.339	-4.074	15.001	-0.004	-0.007	0.016
Si	1.384	-1.358	15.013	0.009	-0.002	0.018
Si	4.099	1.359	15.018	0.003	-0.014	0.005
Si	6.803	4.066	14.999	0.003	-0.003	0.015
Si	4.084	-9.528	14.923	-0.014	0.027	-0.011
Si	6.808	9.501	14.93	-0.013	0.004	-0.013
Si	4.035	-4.054	14.952	0.002	-0.009	-0.015
Si	6.768	-1.323	14.953	0.017	0	-0.01
Si	-6.818	1.387	14.916	0.008	-0.022	-0.006
Si	-4.106	4.112	14.937	0.004	-0.012	-0.007
Si	-6.803	6.774	14.989	0.008	-0.009	0.007
Si	-4.073	9.513	14.988	0.001	0.007	0.013
Si	-6.787	-4.092	14.937	-0.002	0.01	-0.016
Si	-4.056	-1.37	14.937	-0.007	0.006	-0.01
Si	-2.693	-0.024	16.296	0.008	-0.022	-0.009
Si	0.028	2.705	16.29	0.002	-0.001	-0.011
Si	-2.748	5.49	16.28	-0.003	0.011	-0.015
Si	-0.03	8.205	16.301	-0.021	0.032	-0.005
Si	-2.705	-5.443	16.354	0	-0.007	0.007
Si	0.03	-2.721	16.391	0.019	0.007	0.004
Si	2.748	-0.002	16.405	0.002	-0.009	0.016
Si	5.463	2.706	16.404	-0.004	-0.002	0.022
Si	2.761	5.416	16.283	-0.003	-0.008	-0.005
Si	5.442	-8.178	16.273	0	-0.003	-0.014
Si	2.673	-5.398	16.325	-0.034	0.014	-0.002
Si	5.384	-2.678	16.295	-0.011	0.018	-0.002
Si	-8.183	0.055	16.282	-0.006	-0.001	0.002
Si	-5.482	2.751	16.275	0.007	0.01	0
Si	-8.16	5.413	16.378	0.001	-0.007	0.018
Si	-5.433	8.133	16.348	0.005	-0.005	0.015
Si	-8.149	-5.46	16.274	0.01	-0.004	-0.017
Si	-5.418	-2.735	16.277	0.008	-0.007	-0.016
Si	-1.346	-1.35	17.722	0.003	0.004	0.024
Si	1.369	1.391	17.724	0.008	-0.019	-0.005
Si	-1.357	4.113	17.544	0.006	0.004	-0.046
Si	1.356	6.792	17.536	0	-0.012	-0.045
Si	-1.348	-6.781	17.757	-0.005	-0.01	-0.001
Si	1.36	-4.085	17.816	0.022	0.002	0.002
Si	4.098	-1.375	17.808	-0.009	0.017	-0.009
Si	-9.473	1.347	17.786	0.017	0.002	0.009
Si	4.098	4.107	17.732	0.008	0.014	0.008
Si	-9.568	6.787	17.683	-0.034	-0.01	0.003
Si	4.084	-6.78	17.568	-0.011	-0.006	-0.037
Si	-9.541	-4.065	17.536	0	-0.003	-0.025
Si	-6.807	-1.34	17.538	0.006	-0.008	-0.035
Si	-4.08	1.388	17.541	0.01	-0.001	-0.017
Si	-6.806	4.031	17.76	-0.019	-0.002	0.022
Si	-4.069	6.791	17.749	-0.008	0.004	-0.022
Si	-6.819	9.498	17.669	0.018	-0.006	0.007
Si	-4.082	-4.077	17.685	-0.005	-0.003	0.007
Si	-0.006	0.045	19.088	0.023	0.005	-0.035
Si	2.717	2.776	19.089	-0.01	-0.002	-0.049
Si	0	5.456	18.88	-0.002	0.014	-0.015
Si	2.712	8.151	18.832	-0.027	0.017	0.044
Si	-0.028	-5.435	19.21	-0.003	0.002	0.028
Si	2.73	-2.733	19.218	0.028	0.023	0.016
Si	5.534	-0.053	19.172	0.022	-0.047	-0.05
Si	-8.136	2.691	19.232	-0.003	0.015	-0.021
Si	5.458	5.446	19.141	0.028	-0.015	-0.029
Si	-8.225	8.156	19.011	0.007	0.019	-0.036
Si	5.44	-5.405	18.886	-0.039	-0.017	0.036
Si	-8.175	-2.707	18.834	0.039	0.031	0.018
Si	-5.439	0.02	18.841	0.048	-0.039	0
Si	-2.733	2.774	18.849	0.008	-0.029	-0.025
Si	-5.431	5.395	19.099	0.021	-0.016	-0.03
Si	-2.696	-8.157	19.123	-0.008	0	0.008
Si	-5.436	-5.475	19.015	-0.003	-0.018	-0.03
Si	-2.706	-2.743	19.068	-0.012	-0.015	-0.023
Si	-1.431	1.503	20.294	0.065	0.026	0.021
Si	1.289	4.182	20.367	0.036	-0.027	0.085
Si	-1.281	6.735	20.371	-0.063	0.002	0.065
Si	1.432	-6.922	20.333	-0.041	0.036	0.014
Si	-1.474	-4.083	20.593	0.002	-0.037	0.008
Si	1.285	-1.333	20.508	-0.015	0.008	0.028
Si	4.15	1.421	20.38	0.025	0.01	0.058
Si	-9.499	4.125	20.606	-0.003	0	0.067
Si	3.993	6.874	20.319	0.017	-0.037	0.065
Si	4.965	8.656	21.502	-0.147	0.144	-0.561
Si	4.207	-4.162	20.464	-0.055	0.012	0.055
Si	6.963	-1.504	20.469	0.003	0.064	0.122
Si	-6.669	1.214	20.435	-0.009	0.019	0.128
Si	-4.015	3.988	20.389	-0.035	0.004	0.096
Si	-6.892	6.763	20.327	-0.017	-0.039	0.044
Si	-4.099	-6.792	20.445	-0.04	0.012	0.031
Si	-6.852	-4.038	20.193	-0.02	-0.04	-0.015
Si	-4.101	-1.273	20.235	0.035	-0.007	-0.024
Si	-3.135	0.453	21.529	-0.051	-0.015	0.006
Si	0.626	1.478	23.562	-0.031	0.074	-0.028
Si	-2.261	4.981	21.607	0.19	-0.104	-0.519
Si	0.487	7.657	21.628	-0.011	0.004	0.034
Si	-3.06	-5.287	21.939	-0.025	0.042	0.008
Si	-0.36	-2.437	21.853	-0.043	0.063	0.014
Si	2.734	0.137	21.668	-0.123	-0.146	-0.654
Si	5.361	2.78	21.89	0.07	0.075	-0.675
Si	2.207	5.982	21.59	-0.105	0.119	-0.591
Si	-9.566	9.594	20.298	0	-0.031	0.053
Si	5.12	5.509	-4.699	-0.11	0.077	-0.1
Si	6.082	-3.336	21.706	0.039	0.019	-0.013
Si	4.885	-5.242	25.618	0.053	-0.081	-0.073
Si	-4.889	2.178	21.674	0.156	-0.139	-0.617
Si	-8.055	5.501	21.942	-0.115	-0.157	-0.657
Si	-5.587	-8.181	21.617	0.126	0.161	-0.684
Si	-8.513	-5.036	21.555	0.058	0.033	0.038
Si	-5.755	-2.386	21.447	0.013	0	0.032
Si	3.399	-1.385	24.058	0.03	0.033	-0.053
Si	-3.485	5.465	-3.252	0.036	-0.068	0.047
Si	-0.523	3.295	21.59	-0.199	0.056	-0.571
Si	0.287	-7.938	23.852	0.073	-0.276	-0.565
Si	-2.228	4.583	27.399	0.085	0.027	0.105
Si	3.537	0.599	-6.065	0.011	0.042	-0.05
Si	3.236	-6.019	21.535	-0.004	-0.005	0.02
Si	2.417	-5.873	23.687	0.223	-0.109	-0.626
Si	3.908	4.823	23.794	-0.163	0.1	-0.094
Si	-10.146	7.039	23.754	-0.07	0.131	-0.082
Si	-5.883	-1.442	26.417	-0.043	-0.034	0.042
Si	-8.182	5.101	-5.569	-0.026	0.026	0.039
Si	-7.454	-0.675	21.658	0.005	-0.151	-0.7
Si	-6.523	3.491	23.941	0.009	0.065	-0.076
Si	-2.378	-6.649	23.788	-0.168	0.43	-0.333
Si	-3.609	6.811	23.506	-0.015	-0.075	-0.01
Si	-7.116	-5.898	23.248	-0.466	0.255	-0.412
Si	-4.731	-3.884	22.939	0.054	0.113	-0.711
Si	5.568	8.32	0.155	-0.11	0.051	0.682
Si	3.186	-6.761	-4.148	0.069	-0.012	-0.057
Si	-9.918	-7.876	26.522	-0.046	-0.007	-0.141
Si	-5.371	2.656	0.221	-0.048	-0.161	0.674
Si	0.766	-3.204	23.748	-0.328	0.068	-0.514
Si	-1.641	-0.681	22.927	-0.194	-0.135	-0.773
Si	-2.286	-6.5	-2.114	0.009	-0.081	0.26
Si	3.253	2.973	-4.215	0.045	-0.021	-0.027
Si	-9.303	2.02	24.375	-0.027	0.028	-0.034
Si	5.07	-5.03	-5.769	-0.062	-0.029	0.099
Si	1.968	-4.793	-0.327	-0.357	0.298	0.511
Si	-4.296	-4.214	-1.923	-0.018	0.071	0.164
Si	-5.97	0.658	-2.015	-0.015	-0.077	0.048
Si	-1.724	-0.329	0.003	0.275	-0.243	0.389
Si	-10.462	-1.406	-2.546	-0.016	-0.075	0.051
Si	-3.182	4.884	-0.224	0.235	0.248	0.689
Si	4.213	7.303	-2.442	-0.049	0.058	0.03
Si	-5.227	4.379	26.768	-0.088	0.008	-0.099
Si	-8.606	-5.78	-0.222	0.313	-0.152	0.623
Si	2.925	-2.39	-2.11	-0.038	0.165	0.032
Si	-6.017	7.75	-0.2	0.209	0.139	0.662
Si	-8.349	-0.717	24.658	-0.025	-0.015	-0.187
Si	-7.872	-1.41	-1.197	0.015	-0.071	-0.006
Si	3.103	-3.772	27.589	-0.082	0.007	0.102
Si	1.923	-1.719	-4.966	0.011	-0.026	-0.038
Si	-3.439	-2.002	25.086	0.008	0.041	-0.096
Si	-3.016	-6.777	26.766	-0.034	0.002	-0.092
Si	1.877	0.388	25.976	-0.084	-0.065	-0.123
Si	-10.357	-3.026	24.022	0.025	-0.055	-0.768
Si	-8.932	-3.133	-4.668	-0.022	-0.036	-0.014
Si	0.509	-2.343	26.498	0.017	-0.042	0.065
Si	-0.015	6.228	26.197	0.024	0.157	-0.038
Si	2.765	4.86	26.633	-0.023	0.115	-0.062
Si	-9.975	3.409	26.878	-0.051	-0.002	0.034
Si	-5.573	-7.355	-5.934	0.006	-0.069	0.034
Si	-3.559	-1.161	-2.188	0.005	0.068	0.049
Si	-7.205	-6.838	26.122	-0.025	0.058	-0.036
Si	3.254	-0.27	-0.007	-0.056	-0.08	0.653
Si	4.807	1.36	-2.178	0.049	-0.009	0.225
Si	-10.006	3.29	-0.702	0.002	0.061	0.165
Si	-5.517	4.191	-4.992	0.094	0.008	0.178
Si	1.379	6.539	-1.759	-0.003	0.044	0.068
Si	-6.363	-4.173	27.531	-0.001	-0.035	0.032
Si	-4.971	7.291	26.28	-0.004	0.081	-0.039
Si	-1.15	2.728	-5.099	0.134	-0.044	-0.022
Si	-7.163	-4.245	-2.454	-0.064	0.168	0.12
Si	-8.112	5.454	0.156	-0.06	-0.051	0.597
Si	0.04	2.26	-0.075	0.113	0.172	0.61
Si	-4.775	-8.114	-3.018	-0.02	0.073	0.032
Si	0.683	-6.745	-2.435	0.192	0.023	0.074
Si	-1.684	5.64	-5.712	-0.034	0.013	0.055
Si	-5.727	1.169	-5.04	-0.086	-0.073	-0.011
Si	0.593	3.781	-2.796	0.059	-0.041	0.084
Si	-2.992	0.173	-5.022	0.076	-0.007	0.034
Si	-1.349	1.379	9.547	0.001	0.007	0.007
Si	1.35	4.112	9.532	0.003	0.001	-0.003
Si	-1.363	6.798	9.509	-0.013	0.005	0
Si	1.338	-6.812	9.5	-0.007	-0.002	0.001
Si	-1.38	-4.091	9.494	-0.003	-0.005	0.002
Si	1.356	-1.351	9.528	-0.003	-0.003	0.006
Si	4.071	1.382	9.53	-0.001	-0.003	-0.001
Si	6.788	4.103	9.501	0.003	-0.002	0.001
Si	4.054	6.8	9.51	-0.008	-0.003	-0.011
Si	6.793	9.535	9.544	0.03	0.001	0.002
Si	4.08	-4.09	9.557	0.006	0.007	0.009
Si	6.832	-1.366	9.554	0.003	0.01	0
Si	-6.777	1.35	9.513	0	0.001	-0.004
Si	-4.049	4.087	9.518	-0.001	0.016	0.003
Si	-6.803	6.81	9.507	-0.009	-0.008	-0.001
Si	-4.079	-6.804	9.495	-0.013	-0.006	0.001
Si	-6.798	-4.096	9.545	0.001	-0.019	0.001
Si	-4.058	-1.375	9.522	0	0.005	0
Si	-2.707	-0.003	10.889	0.007	0.004	0.005
Si	0.009	2.737	10.905	-0.002	0.003	0.011
Si	-2.708	5.444	10.889	0.003	-0.007	0.01
Si	-0.01	-8.16	10.876	0.002	-0.014	0.004
Si	-2.731	-5.44	10.86	-0.005	0.007	-0.005
Si	-0.015	-2.725	10.856	-0.002	0.007	-0.021
Si	2.717	0.01	10.88	-0.003	0.001	-0.014
Si	5.441	2.738	10.869	0	-0.001	-0.007
Si	2.716	5.451	10.9	-0.003	-0.01	0.012
Si	5.424	8.156	10.88	0.005	0.005	-0.001
Si	2.698	-5.452	10.881	0.003	0.005	-0.009
Si	5.448	-2.719	10.902	0.006	-0.005	0
Si	-8.136	0.007	10.896	-0.001	-0.016	0.008
Si	-5.425	2.723	10.868	0.007	0.001	-0.002
Si	-8.166	5.451	10.857	0.006	0.009	-0.003
Si	-5.442	-8.153	10.861	-0.002	0.005	-0.012
Si	-8.165	-5.439	10.914	-0.015	0.006	0.016
Si	-5.429	-2.724	10.89	-0.013	0.001	0.013
Si	-1.343	-1.368	12.244	0.01	-0.017	0.004
Si	1.374	1.359	12.254	0.015	-0.012	-0.008
Si	-1.356	4.092	12.264	0.002	0.004	0.006
Si	1.35	-9.508	12.249	-0.002	0.019	0
Si	-1.37	-6.785	12.224	-0.007	0.009	-0.004
Si	1.343	-4.069	12.226	-0.01	0.003	-0.006
Si	4.075	-1.344	12.24	0	0.007	-0.013
Si	6.795	1.375	12.225	-0.009	0.012	-0.006
Si	4.088	4.077	12.246	0.013	-0.014	-0.003
Si	6.801	6.792	12.233	0.013	-0.017	-0.003
Si	4.066	9.52	12.244	-0.009	0.002	-0.003
Si	6.794	-4.075	12.271	0.002	0.018	0.01
Si	-6.79	-1.362	12.253	0.006	0.013	0.006
Si	-4.072	1.365	12.241	-0.01	-0.004	-0.001
Si	-6.808	4.088	12.211	-0.017	0.001	-0.009
Si	-4.089	6.812	12.224	-0.015	0.004	-0.011
Si	-6.79	-6.813	12.246	0.013	-0.014	-0.006
Si	-4.067	-4.091	12.245	0.01	-0.013	0.004
Si	0.027	-0.017	13.611	-0.004	-0.001	-0.008
Si	2.749	2.702	13.612	-0.004	-0.005	-0.003
Si	0.004	5.454	13.622	0.004	0.002	0.015
Si	2.704	-8.146	13.609	-0.001	-0.006	0.002
Si	-0.017	-5.419	13.589	0.003	0.001	-0.005
Si	2.699	-2.7	13.586	-0.001	-0.003	-0.011
Si	5.427	0.028	13.592	0.004	-0.004	-0.003
Si	8.144	2.743	13.577	0.012	-0.004	-0.002
Si	5.458	5.425	13.603	-0.003	0	0.002
Si	8.172	8.135	13.598	-0.001	0.011	-0.005
Si	5.418	10.884	13.616	0.002	-0.003	0.007
Si	8.154	-2.705	13.621	-0.001	-0.004	0.01
Si	-5.43	0.005	13.601	-0.003	-0.002	0.005
Si	-2.72	2.724	13.615	-0.004	-0.005	0.01
Si	-5.459	5.453	13.573	0.004	0	-0.007
Si	-2.737	8.182	13.577	0.006	0.001	-0.007
Si	-5.424	-5.456	13.601	-0.007	0.004	-0.008
Si	-2.694	-2.735	13.603	-0.001	0.013	-0.007
O	-0.957	-5.848	1.552	-0.332	0.28	-0.301
O	-3.179	-3.573	1.594	0.446	-0.393	-0.009
O	-3.633	4.042	26.795	0.086	-0.358	-0.246
O	1.88	1.19	22.583	0.166	0.31	-0.055
O	-9.625	-2.027	-3.746	0.149	0.127	-0.431
O	-9.677	7.539	25.203	0.42	-0.09	0.018
O	-2.749	5.5	23.109	-0.047	-0.346	0.424
O	-0.777	-6.712	24.043	0.35	0.243	0.063
O	-2.319	-1.169	24.31	-0.06	0.325	0.446
O	3.766	-0.711	22.633	0.318	-0.302	-0.173
O	-7.74	-6.303	24.688	-0.626	-0.027	0.067
O	2.08	-2.264	23.843	0.032	-0.255	0.059
O	-7.063	4.668	22.95	0.259	0.135	-0.032
O	-2.296	1.622	-4.86	-0.179	0.197	0.216
O	-4.038	-2.68	-2.295	-0.2	-0.077	-0.166
O	-6.165	1.863	-0.964	-0.609	0.283	0.005
O	-5.36	2.657	23.176	0.48	0.009	0.583
O	-4.83	6.963	22.467	-0.313	-0.265	-0.265
O	-6.472	-7.257	22.626	-0.252	-0.202	0.103
O	-9.393	2.07	0.204	0.684	-0.236	-0.369
O	-0.412	0.264	23.404	0.221	0.021	0.035
O	-9.494	-1.451	-1.242	-0.303	0.231	0.748
O	-3.149	-6.339	25.202	-0.307	0.41	-0.034
O	4.235	0.833	-0.742	-0.013	0.248	0.084
O	-9.357	-4.384	0.209	-0.171	0.372	-0.612
O	-6.421	-5.648	26.886	0.488	0.083	-0.091
O	-0.069	2.867	23.128	-0.019	0.217	0.307
O	0.064	7.108	27.552	0.546	-0.208	0.184
O	3.226	2.117	-5.593	-0.289	0.206	-0.28
O	1.701	-6.353	-3.638	-0.195	0.372	-0.443
O	4.275	3.597	22.804	-0.63	-0.081	0.129
O	4.614	-2.298	24.541	-0.131	0.003	0.286
O	-0.156	8.09	0.774	0.224	0.122	-0.444
O	2.65	5.611	23.138	-0.225	0	0.348
O	-7.311	-0.238	-2.166	-0.468	-0.044	-0.452
O	-8.952	4.51	-0.914	0.102	0.137	-0.709
O	3.141	-5.671	0.379	-0.126	0.303	-0.065
O	-5.605	1.283	-3.44	0.335	0.396	0.172
O	-2.967	-5.045	-2.264	0.156	0.032	-0.264
O	-7.248	-2.841	-1.633	0.138	-0.081	0.442
O	-4.606	6.622	-3.222	-0.676	-0.25	0.121
O	-1.473	-7.167	27.015	0.378	0.115	-0.267
O	-10.559	7.512	27.668	0.083	0.264	0.484
O	3.557	6.079	27.372	-0.24	0.507	-0.029
O	1.538	6.366	-0.152	0.479	-0.4	-0.044
O	1.258	-4.739	23.712	-0.221	-0.12	0.083
O	-0.933	1.008	-0.502	0.089	0.149	-0.185
O	-2.831	5.27	-1.779	0.398	0.07	-0.162
O	-10.711	2.276	27.742	-0.31	-0.021	-0.47
O	0.779	7.994	-2.105	-0.13	-0.131	0.211
O	-4.335	3.743	-0.433	-0.12	0.05	-0.536
O	5.191	5.783	23.9	0.111	-0.163	0.11
O	-5.898	-4.855	23.545	0.031	-0.022	0.455
O	3.505	4.36	25.281	-0.023	-0.345	0.089
O	-5.878	4.051	25.314	0.058	-0.037	0.016
O	4.953	3.85	0.031	-0.249	0.268	-0.376
O	4.397	-4.209	26.747	0.362	0.344	0.333
O	-7.651	-0.348	23.248	0.318	0.375	0.287
O	-4.678	-1.013	25.433	-0.027	0.582	-0.213
O	-2.711	8.138	23.346	0.15	-0.099	-0.238
O	-8.053	-2.288	-5.708	0.235	-0.264	-0.2
O	1.75	-7.285	24.168	0.332	-0.387	0.045
O	-2.086	-6.956	-0.559	-0.165	0.271	-0.111
O	-5.727	2.692	-5.562	0.006	0.047	-0.466
O	-0.262	6.36	-6.009	0.304	-0.019	0.17
O	-7.772	2.522	24.255	0.108	-0.408	-0.107
O	-5.588	-7.884	-1.629	-0.181	0.478	-0.12
O	-8.388	3.398	27.151	0.447	0.526	-0.334
O	3.93	-7.496	-2.912	0.283	0.537	0.199
O	4.365	6.241	-5.941	-0.159	-0.504	-0.283
O	0.472	5.346	-2.374	-0.237	0.321	0.129
O	5.438	-6.619	26.225	-0.276	-0.097	0.129
O	-4.625	-4.506	-0.367	-0.434	-0.372	-0.179
O	-3.4	-5.586	27.766	0.075	-0.019	-0.091
O	-3.939	-8.076	27.091	0.073	-0.19	0.356
O	-10.828	0.112	-2.925	-0.005	0.161	-0.523
O	4.524	-2.271	-2.306	0.235	-0.318	0.195
O	0.815	-0.764	26.361	-0.207	0.139	0.369
O	-10.493	4.878	27.266	0.361	-0.012	-0.358
O	-4.446	0.411	-5.672	-0.024	-0.345	-0.463
O	-5.583	-2.626	1.118	0.143	0.015	-0.05
O	3.1	-7.803	-5.376	-0.628	0.098	-0.034
O	-1.632	4.035	-5.92	-0.214	-0.068	-0.838
O	-9.107	-2.131	24.521	0.411	-0.422	0.125
O	-2.221	-1.126	-1.303	0.363	-0.679	-0.395
O	-6.981	4.757	-4.521	-0.011	-0.149	0.482
O	1.135	1.529	25.09	0.049	0.193	0.091
O	1.841	3.617	-3.8	-0.073	0.107	-0.24
O	-10.296	-4.487	24.737	0.403	-0.334	-0.113
O	-5.622	-4.647	-2.748	0.121	-0.652	-0.213
O	-3.059	0.149	0.799	-0.021	-0.282	0.064
O	-10.091	-4.025	-5.317	-0.001	0.195	0.059
O	-3.911	-3.242	24.181	0.255	-0.154	0.309
O	-4.749	-0.288	-1.521	0.092	-0.152	0.58
O	2.852	6.436	-2.406	0.05	-0.3	-0.275
O	-5.875	-3.065	26.455	0.065	-0.13	-0.291
O	-0.029	7.174	24.888	0.015	-0.471	-0.04
O	-7.434	-0.982	0.293	-0.189	0.332	-0.024
O	-5.546	-7.529	-4.318	-0.081	0.308	-0.048
O	-9.704	-6.942	-0.542	0.113	0.088	-0.795
O	-4.349	4.206	-3.843	0.166	-0.268	-0.081
O	4.06	-5.456	-4.564	-0.153	0.375	0.377
O	5.412	-8.043	23.045	-0.186	0.351	0.266
O	-0.093	-2.936	25.109	-0.753	-0.101	-0.064
O	2.747	3.656	27.688	0.191	0.099	0.266
O	0.367	-1.314	-5.163	-0.27	0.28	0.392
O	-6.23	-8.105	25.883	-0.162	-0.078	-0.226
O	-7.839	-5.43	-1.598	0.214	-0.259	-0.343
O	-0.562	-2.527	27.695	0.157	-0.091	0.694
O	-9.994	1.94	22.912	0.005	-0.072	-0.084
O	-0.007	2.015	-6.018	0.616	0.116	0.112
O	-1.367	5.332	26.243	-0.319	-0.193	-0.597
O	2.916	-0.444	-5.002	0.267	0.043	0.487
O	2.126	-2.378	-3.507	-0.313	-0.231	0.102
O	-9.32	0.529	25.016	-0.48	-0.101	0.18
O	-2.25	5.89	-4.215	0.135	0.287	0.101
O	2.456	-1.147	-1.157	-0.528	-0.098	0.164
O	-8.882	6.57	22.864	0.058	0.387	0.043
O	-3.279	-7.521	-2.869	0.281	-0.18	-0.239
O	-2.85	-2.572	26.461	-0.012	-0.476	0.016
O	4.875	7.391	-0.985	-0.062	-0.268	0.163
O	-3.183	-0.551	-3.61	-0.004	0.049	-0.002
O	-10.442	2.574	-2.073	0.236	0.092	-0.611
O	-4.196	6.701	24.99	0.25	-0.653	0.029
O	-7.098	6.542	-0.56	0.166	0.098	-0.471
O	-8.479	-7.31	26.998	0.078	0.009	0.551
O	1.281	5.288	26.205	0.017	-0.057	-0.151
O	-9.663	5.128	-4.962	-0.093	-0.115	-0.07
O	-2.139	-0.84	-5.934	-0.424	-0.395	-0.208
O	-10.145	3.051	25.304	-0.286	0.136	-0.353
O	4.333	4.15	-4.355	0.309	0.099	0.257
O	0.687	2.909	-1.432	0.377	0.255	0.146
O	3.11	-0.251	25.156	0.589	0.456	0.281
O	1.015	-5.847	-1.12	-0.414	-0.203	0.057
O	-7.947	-4.106	-3.849	-0.178	-0.575	-0.453
O	3.598	-5.542	24.71	-0.161	0.131	0.046
O	5.185	6.537	-3.458	0.666	0.206	-0.099
O	-7.267	-0.88	25.83	-0.005	-0.034	0.266
O	-0.85	-6.452	-2.85	-0.116	0.035	-0.431
O	-0.673	3.245	-3.644	-0.291	-0.169	0.163
O	-7.044	0.293	-5.374	-0.476	-0.006	0.269
O	2.492	1.062	27.275	0.462	-0.308	-0.202
O	1.878	-3.156	26.746	-0.092	-0.206	0.001
O	-5.429	5.969	27.097	-0.396	0.095	0.264
O	2.649	-3.809	-1.415	0.382	0.044	-0.176
O	3.585	1.92	-3.041	-0.383	-0.412	0.296

Results
total energy: -102534.550 eV
total energy less fixed offsets of O -438.25, Si -107.07 eV per atom: -4.850 eV
